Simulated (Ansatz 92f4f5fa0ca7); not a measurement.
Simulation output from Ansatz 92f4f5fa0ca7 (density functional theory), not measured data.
Periodic cell of 254 atoms, Si144O106N4, from a study of silicon, its oxide and their interface. The atomic structure is a simulated model.
This geometry differs little from another in the collection (a relaxation step or a small displacement).

Settings
functional: r2SCAN
potential files: Ansatz PAW
basis: plane waves
wave-function cutoff: 800 eV
density cutoff ratio: 5
exchange-correlation grid ratio: 1
k mesh: 1 x 1 x 1, shifted by 0.5 0.5 0 of a step
self-consistency stop: 1e-10 eV per atom in the density residual
occupations: fixed
spin: none
net charge: 0

Cell vectors (angstrom)
a 10.887 0 0
b 0 10.887 0
c 0 0 36.231

Atoms: element, x, y, z (angstrom)
Si 0.2684 -0.3099 0.1466
Si 2.9172 2.4533 -0.0011
Si -0.3491 5.6895 0.0865
Si 2.4536 8.4036 0.1813
Si 5.099 0.2354 0.1066
Si 7.8841 2.84 -0.052
Si 5.7344 5.1091 0.0374
Si 8.3842 7.9449 -0.0657
Si 1.3824 1.3304 1.3925
Si 4.083 4.0279 1.3154
Si 1.2693 6.7998 1.3966
Si 4.0094 9.5647 1.4739
Si 6.736 1.3551 1.3593
Si 9.4214 4.0468 1.3285
Si 6.8304 6.7716 1.3006
Si 9.5139 9.4529 1.3638
Si -0.0302 2.7182 2.6676
Si 2.6903 0.0261 2.8502
Si -0.0458 8.1426 2.8003
Si 2.7096 5.4187 2.6558
Si 5.4106 2.7154 2.7557
Si 8.144 -0.0225 2.6647
Si 5.4481 8.1369 2.672
Si 8.1305 5.425 2.7507
Si 1.3506 4.0713 4.0388
Si 4.0784 1.3798 4.1504
Si 1.3174 9.5213 4.1398
Si 4.0744 6.7793 4.039
Si 6.7624 4.0814 4.1051
Si 9.508 1.342 4.0433
Si 6.8036 9.5038 4.0489
Si 9.5 6.7683 4.1255
Si -0.0352 0.0072 5.4713
Si 2.6983 2.7482 5.4625
Si 0.014 5.4218 5.4386
Si 2.7241 8.1458 5.4244
Si 5.4608 -0.0123 5.4311
Si 8.1477 2.7047 5.4177
Si 5.4176 5.4445 5.4611
Si 8.1542 8.1634 5.4519
Si 1.3457 1.3774 6.8143
Si 4.0647 4.0913 6.8387
Si 1.3695 6.797 6.8002
Si 4.0846 9.5265 6.7689
Si 6.8139 1.3395 6.8049
Si 9.5167 4.065 6.7688
Si 6.7966 6.809 6.8092
Si 9.5197 9.5095 6.8352
Si -0.0432 2.7239 8.1561
Si 2.735 -0.0002 8.1403
Si 0.0258 8.1516 8.1926
Si 2.724 5.4761 8.1918
Si 5.4392 2.6925 8.1677
Si 8.1655 -0.01 8.1857
Si 5.4533 8.2057 8.1377
Si 8.201 5.4523 8.1444
Si 1.3013 4.1133 9.4834
Si 4.1078 1.2972 9.5504
Si 1.3846 9.5586 9.5331
Si 4.0868 6.9084 9.5056
Si 6.8341 4.0797 9.4674
Si 9.5271 1.3415 9.5422
Si 6.8228 9.5058 9.5455
Si 9.5603 6.7829 9.5714
Si -0.0026 -0.0237 10.9215
Si 2.621 2.6787 10.7492
Si 0.0477 5.452 10.9863
Si 2.7773 8.2815 10.9344
Si 5.5051 -0.0635 10.9678
Si 8.1637 2.7213 10.8647
Si 5.5056 5.5293 10.7411
Si 8.1994 8.169 10.917
Si 1.3449 1.357 12.2655
Si 3.9713 4.1999 11.842
Si 1.4137 6.9628 12.2973
Si 4.1863 9.4999 12.4372
Si 6.8687 1.3547 12.2684
Si 9.5527 3.9766 12.2792
Si 6.894 6.7413 12.2376
Si 9.5357 9.5177 12.344
Si -0.0097 2.6483 13.7382
Si 2.778 0.1399 13.669
Si 0.0334 8.2293 13.8053
Si 2.8212 5.4756 13.406
Si 5.2846 2.8887 13.1281
Si 8.3642 0.1143 13.7699
Si 5.5923 7.9522 13.7545
Si 8.2876 5.3961 13.613
Si 1.3172 4.2616 14.7238
Si 3.6582 2.173 14.6564
Si 1.361 9.8088 15.0978
Si 4.4718 6.1678 14.9932
Si 6.6295 4.0626 14.5746
Si 10.1191 1.1178 15.5183
Si 6.9083 9.5618 14.9063
Si 9.8988 6.4223 15.0653
Si -1.1667 11.9603 20.7891
Si -19.3037 19.2958 25.832
Si -18.9348 1.0341 22.3133
Si 13.5708 3.3838 17.2606
Si 5.6025 26.1974 17.3547
Si 13.5009 29.399 17.0572
Si 5.1173 22.2616 16.5483
Si -14.2149 24.704 20.6561
Si -9.0108 5.9472 24.3713
Si -13.5827 10.9403 26.7667
Si -1.5965 20.3857 22.3188
Si 3.8662 18.6303 19.8326
Si -1.1297 12.2847 34.1003
Si 12.9653 0.4599 17.4478
Si 25.5986 5.4284 31.7645
Si 15.2145 -3.86 34.2329
Si 6.3924 5.0463 30.3977
Si -9.9393 14.6463 34.1463
Si -1.7293 27.002 19.7649
Si 12.0392 4.7488 31.1993
Si 20.7461 20.5196 28.8879
Si 4.36 21.4746 24.6209
Si 4.8501 13.6005 31.4126
Si -3.9141 13.7685 26.4321
Si -3.5264 10.6615 24.0258
Si 1.9179 9.9779 28.2502
Si 12.8329 20.7679 20.2538
Si 4.2436 23.6568 26.9016
Si -0.125 2.5813 29.675
Si 11.4035 16.4448 17.4458
Si 28.1349 11.218 31.6322
Si -0.787 9.3676 19.643
Si 2.7603 5.4067 21.4889
Si 12.0539 3.0237 24.2199
Si -6.6747 22.2959 29.6139
Si -2.4773 29.9182 26.8698
Si -4.4357 9.3009 34.0887
Si -6.1078 24.8976 21.5599
Si 9.2724 5.0454 30.1725
Si -21.9888 -2.8836 24.6171
Si 6.6207 17.7092 19.1444
Si -2.4016 19.0999 17.2167
Si 1.334 12.7711 27.0175
Si -1.6522 11.283 31.1562
Si -21.6974 3.839 21.6375
Si -3.9323 24.4345 23.3667
Si 7.5047 2.1398 16.7309
Si 7.693 5.5127 27.8498
O 23.0991 4.482 32.7757
O -8.3483 19.6227 27.4173
O 4.0195 1.3307 35.7516
O 17.3126 16.3719 28.8503
O -12.4857 19.1625 28.2319
O 5.2244 16.7994 31.1031
O 0.3328 4.9193 35.0706
O 5.3752 13.8971 26.657
O 5.7745 -0.509 35.0703
O 9.4567 0.5567 32.7566
O 5.6039 1.6009 32.3358
O -12.7065 -1.9655 20.8144
O -22.3171 19.5265 23.1713
O 3.5327 -4.4686 32.9875
O 7.4083 23.2132 27.0508
O 9.486 17.694 35.7102
O -8.208 6.8354 25.4712
N 2.5567 3.2737 15.5365
O -11.9693 11.046 22.1379
O 4.7534 1.882 15.8358
O -23.2507 10.8418 27.85
O 7.3409 13.9181 24.8661
O 8.0123 20.1402 16.0863
O 7.3748 13.6062 15.2146
O 9.1309 6.9535 16.4212
O 3.85 1.8794 30.4425
N 11.1013 5.2943 15.7339
O -0.7287 5.453 18.4949
O 3.46 28.3003 16.2252
O 1.8448 11.0264 21.393
O -5.4196 18.4041 20.0617
O -0.1286 24.3915 33.7881
O 3.592 -2.8686 18.2627
O 11.18 -8.4869 28.136
O 2.2756 19.7721 16.1084
O -9.3158 36.9957 21.2344
O -4.3267 11.7702 17.2295
O -3.1766 11.7731 30.926
O 10.1599 0.1091 19.5588
O -4.0241 14.2884 17.5336
O 16.409 10.1792 15.5526
O -10.5555 6.4829 24.3997
N 5.5972 4.9752 15.687
O 0.6616 8.8756 20.2153
O -8.3774 17.064 22.89
O -1.5134 18.9689 25.5704
O -5.017 16.4925 18.4068
O -4.9293 2.9633 20.4493
N 0.7341 0.2175 16.1744
O -20.1273 26.2526 17.8272
O 18.8742 17.2409 19.8986
O 13.8369 17.391 20.3186
O 4.1759 3.7607 17.7679
O 5.0706 -5.0907 34.9591
O -18.1683 9.2626 25.0986
O -14.6416 29.626 18.0087
O -18.0781 12.8502 21.3016
O 7.5533 6.7807 26.8715
O 0.7077 2.2476 25.5649
O -0.0222 3.5566 23.2369
O -7.0502 10.9705 23.1447
O 10.6064 13.3155 20.8976
O 1.2088 17.9108 17.5885
O 3.3219 19.9681 20.566
O -3.0127 -1.4182 23.0816
O 9.0965 23.4465 16.7469
O 4.142 15.473 21.4699
O 8.1766 12.3419 20.4591
O -1.5708 -1.0559 30.4166
O 11.8835 8.8399 25.2948
O 18.7802 5.2806 31.0181
O 19.9392 27.476 28.7171
O -6.7966 33.6227 25.5877
O 5.9347 10.2591 24.64
O -3.4299 9.474 26.8953
O -5.515 10.6506 30.4677
O 9.6186 19.6757 18.2168
O -8.8457 12.8804 23.3334
O 16.2883 13.8858 23.0555
O 12.4684 11.18 27.208
O -14.6185 33.7466 23.1256
O -8.7617 23.7797 17.8856
O 11.4528 9.53 28.9782
O 16.8666 14.3712 30.5299
O -13.9407 14.2869 22.2083
O 5.4228 18.9939 33.7696
O 20.898 5.0601 21.1312
O 10.6443 -5.3366 30.8898
O 21.3098 1.1969 30.4097
O -9.7961 14.2277 30.4169
O 20.312 3.4595 29.8851
O 23.6177 10.477 18.7604
O 4.0495 25.6388 32.2202
O -8.085 13.4592 27.1886
O 14.5655 21.8522 17.1688
O 18.6536 36.7549 27.11
O 4.7118 33.6111 28.1415
O -19.8045 4.3614 24.6839
O 14.1161 7.7209 35.169
O 8.3479 25.6224 19.6034
O -0.4284 11.2322 35.0792
O 7.766 8.6719 34.8228
O 6.7648 10.0704 32.702
O -9.5102 20.3833 35.8291
O 2.224 3.0974 34.8955
O 13.4102 38.1785 30.7869
O 8.4598 2.0522 34.8502
O 6.8081 3.993 35.7036
O 2.9272 10.4593 29.4212
O -13.2829 10.9884 25.1635

Results
free energy: -154111.809 eV
free energy less fixed offsets of N -386.36, O -570.45, Si -639.56 eV per atom: -2.029 eV

Forces (eV/angstrom), in the order of the atoms: element, x, y, z
Si -0.0032 0.0146 0.1872
Si 0.0201 0.0177 0.1925
Si 0.0008 -0.0056 0.1625
Si -0.0185 -0.0075 0.1808
Si 0.0093 -0.0045 0.1769
Si -0.012 0.0228 0.1893
Si -0.0151 0.0118 0.1898
Si -0.0109 -0.0134 0.2078
Si -0.0076 -0.0178 0.0191
Si 0.0287 -0.0007 -0.0031
Si -0.0093 0.0131 0.0007
Si -0.0198 -0.007 0.0211
Si -0.0168 0.017 -0.0037
Si 0.0075 0.0237 0.0127
Si -0.0056 -0.0251 0.0125
Si 0.0242 0.0081 0.0052
Si 0.0063 -0.0039 0.0097
Si -0.0053 -0.0055 0.0404
Si -0.0014 0.005 0.0657
Si -0.002 -0.0023 0.0031
Si -0.0157 0.0055 0.067
Si -0.0045 -0.0063 0.0055
Si -0.0133 0.0014 0.0151
Si -0.0115 -0.0047 0.0271
Si 0.0095 -0.0061 -0.0173
Si 0.0221 -0.0016 -0.0144
Si 0.0077 0.0043 -0.0076
Si -0.0253 0.0084 -0.0097
Si -0.017 0.0003 -0.0208
Si -0.026 0.015 -0.0132
Si 0.0017 -0.0056 -0.0172
Si 0.015 -0.0229 -0.0146
Si 0.024 -0.0067 0.0133
Si -0.0071 0.0024 0.0087
Si -0.0014 -0.0011 0.0096
Si 0.0129 0.0121 0.0097
Si -0.0336 0.0091 -0.0005
Si -0.0094 0.0274 0.0032
Si 0.0085 -0.0124 0.0031
Si -0.0031 -0.0188 0.0154
Si 0.0231 0.0218 0.0124
Si -0.0139 -0.0031 -0.0008
Si -0.0013 -0.011 0.0209
Si 0.0218 0.0049 -0.002
Si -0.0238 -0.0116 -0.0035
Si -0.0056 -0.013 0.0051
Si -0.0096 -0.0049 0.0039
Si -0.017 0.0012 0.0151
Si -0.0031 0.0256 -0.0099
Si 0.001 -0.0188 -0.0024
Si 0.0261 0.0112 -0.0027
Si 0.0217 -0.0098 -0.0042
Si 0.0252 0.0191 -0.0145
Si -0.0028 -0.0072 -0.002
Si -0.029 0.0194 -0.0028
Si -0.0229 -0.0076 -0.0051
Si 0.0348 0.0035 0.0355
Si -0.0142 0.0413 0.0134
Si 0.015 0.0109 -0.0092
Si 0.0217 -0.0186 0.008
Si -0.0386 -0.0135 -0.0064
Si -0.0037 -0.0122 0.0152
Si 0.0178 -0.0036 -0.0183
Si -0.0188 -0.0046 0.0275
Si -0.0286 0.0155 0.0376
Si 0.0607 -0.0057 0.0559
Si -0.0279 -0.0401 0.0331
Si 0.0123 -0.0284 0.022
Si -0.0036 -0.0125 0.034
Si -0.0289 0.0225 -0.0112
Si -0.0612 -0.036 0.0028
Si 0.0206 0.015 -0.0045
Si -0.0309 -0.0199 -0.0979
Si 0.038 -0.0278 -0.1807
Si 0.0202 -0.0099 -0.0643
Si -0.0099 0.0221 -0.0418
Si 0.0623 0.0509 -0.0187
Si 0.0113 0.0335 -0.0864
Si 0.0088 0.0092 -0.0564
Si 0.013 -0.0258 -0.0151
Si -0.0179 0.0956 0.0475
Si 0.0164 -0.1197 0.0196
Si -0.0551 0.0134 0.0343
Si -0.0602 0.0729 0.0374
Si -0.0277 0.0611 -0.0462
Si -0.0674 -0.0763 -0.0447
Si 0.015 0.0737 0.0329
Si -0.0076 -0.0209 -0.0122
Si 0.0875 -0.0439 0.0299
Si -0.0647 0.0302 0.0659
Si 0.0224 0.0579 -0.0319
Si 0.052 -0.0362 -0.1398
Si 0.0663 -0.0337 0.0465
Si -0.063 -0.0031 -0.0208
Si 0.0048 -0.0093 -0.0205
Si 0.014 0.0107 -0.1619
Si 0.0049 -0.0487 -0.2151
Si -0.0205 0.0153 0.0294
Si -0.0226 0.0004 -0.2191
Si 0.0342 0.0027 -0.2539
Si 0.0008 0.0139 -0.3275
Si 0.0113 -0.0205 -0.1845
Si -0.1236 0.1004 -0.0767
Si 0.0727 0.0081 -0.1811
Si 0.0022 0.0026 -0.1691
Si 0.0207 -0.0004 0.0408
Si 0.0051 0.0177 -0.255
Si 0.0597 0.0345 -0.2066
Si 0.0161 0.0575 0.2391
Si -0.0325 0.1229 -0.1219
Si 0.0067 0.0058 0.151
Si 0.0441 0.0042 0.2081
Si -0.0541 -0.0259 0.1467
Si 0.0047 -0.0317 0.2287
Si -0.0036 0.0844 -0.2415
Si 0.0237 -0.0099 0.1667
Si -0.0358 0.0307 0.1462
Si -0.0126 0.0601 -0.099
Si 0.0305 0.0606 0.1443
Si -0.0034 -0.0043 -0.0052
Si 0.041 0.0175 -0.1097
Si -0.0175 0.0467 0.0972
Si 0.0265 -0.0468 -0.2416
Si 0.0029 -0.0352 0.0944
Si -0.0141 0.053 0.188
Si 0.0519 -0.0258 -0.2364
Si 0.0352 0.0072 0.1797
Si 0.0012 -0.0219 -0.2483
Si 0.0199 0.0238 -0.2474
Si -0.0076 -0.0145 -0.1576
Si 0.0595 0.0647 0.208
Si 0.0512 -0.0339 0.0874
Si -0.0188 -0.0698 0.2322
Si -0.01 0.0168 -0.1912
Si 0.0346 -0.0221 0.1491
Si -0.0396 0.0177 -0.1104
Si -0.0303 -0.0422 -0.2099
Si 0.0203 -0.0496 -0.1633
Si -0.0495 -0.0005 0.1241
Si -0.0524 0.0703 0.2271
Si -0.0321 0.0319 -0.2352
Si -0.0268 0.0555 -0.1572
Si -0.0339 0.0175 -0.0857
Si -0.0129 0.0011 0.2061
O 0.0189 0.0567 -0.1692
O 0.0268 -0.0453 -0.0436
O 0.0054 -0.0044 -0.0661
O 0.0326 0.0185 -0.1173
O -0.0263 -0.0156 -0.0416
O 0.0389 0.0236 -0.0706
O 0.0443 -0.0216 -0.1278
O -0.0368 0.0251 -0.0166
O 0.0405 -0.0152 -0.1462
O -0.0263 -0.0661 -0.1727
O -0.012 -0.0069 -0.07
O -0.0408 -0.0082 0.1514
O 0.0539 -0.0498 0.1197
O -0.0428 -0.0479 -0.1345
O -0.0018 -0.0046 0.0292
O 0.0088 0.0061 -0.0517
O 0.04 -0.0093 0.0482
N -0.0356 0.0452 0.0361
O 0.0051 -0.0251 0.1375
O 0.0982 0.0504 0.0422
O -0.0162 0.0246 -0.0775
O 0.0233 0.0118 0.0516
O 0.0229 -0.0311 0.0222
O -0.0056 -0.0076 0.0113
O -0.0038 0.0077 0.071
O -0.0428 -0.0622 -0.1036
N -0.01 -0.0498 0.0849
O -0.0857 -0.0153 0.13
O -0.0445 0.0723 0.0846
O 0.0009 0.0698 0.1378
O -0.0184 0.0179 0.0836
O -0.0172 -0.0068 -0.0939
O 0.0107 -0.0055 0.1277
O 0.0418 -0.0232 -0.1366
O 0.0077 -0.0159 0.0463
O -0.0091 -0.0186 0.072
O 0.0693 -0.0142 0.0649
O 0.0064 0.0094 -0.0768
O -0.0005 0.0279 0.0918
O 0.0341 -0.0104 0.0912
O 0.0264 -0.0373 0.0038
O 0.0018 -0.012 0.0493
N -0.0364 0.0044 0.116
O 0.0076 -0.0093 0.0751
O -0.0311 0.0447 0.1641
O -0.0162 0.0006 -0.0062
O 0.0245 0.0432 0.1099
O -0.0033 -0.0139 0.0727
N 0.0711 -0.1503 -0.033
O -0.0259 0.0243 0.1079
O 0.0482 -0.0156 0.0964
O -0.0514 -0.0833 0.1079
O -0.0121 -0.0034 0.0738
O -0.0451 0.039 -0.1401
O 0.0082 -0.0441 0.0161
O -0.0388 -0.004 0.0898
O -0.0131 -0.0372 0.0711
O -0.013 0.0437 -0.0756
O -0.0289 -0.0054 -0.0006
O -0.0018 -0.0112 0.144
O 0.0527 -0.0578 0.0946
O 0.0501 0.058 0.0634
O -0.0177 0.021 0.103
O -0.0241 0.0431 0.0871
O -0.0505 -0.0014 0.087
O 0.0437 -0.0302 -0.0577
O -0.0056 -0.003 0.0678
O -0.0378 -0.005 0.0794
O 0.0334 -0.0658 -0.0945
O 0.021 0.0157 0.0141
O 0.0277 0.0194 -0.0368
O -0.0066 0.0175 -0.1016
O -0.0061 -0.0073 0.0036
O -0.0096 -0.0367 0.0538
O -0.0326 -0.0022 -0.0238
O -0.054 -0.0133 -0.11
O 0.063 0.0496 0.141
O -0.0228 0.0363 0.1012
O 0.0278 -0.029 0.1279
O 0.0158 -0.0048 -0.0648
O 0.0131 -0.0313 0.027
O -0.0389 -0.006 0.0907
O 0.027 -0.0171 -0.0301
O 0.0356 -0.0091 -0.0745
O -0.0108 -0.006 0.1371
O 0.0072 0.0247 -0.0896
O 0.0625 -0.0372 0.1341
O -0.0431 0.0483 -0.0624
O 0.0472 -0.0181 -0.0831
O 0.0098 -0.057 -0.0679
O -0.0306 -0.0313 -0.0609
O -0.0377 -0.0733 0.113
O 0.0088 -0.0265 -0.0547
O 0.0173 0.0308 -0.0272
O -0.0506 -0.1043 -0.0096
O 0.0072 -0.0395 -0.0613
O 0.021 0.0005 -0.1258
O 0.0259 0.0013 0.0808
O 0.0214 -0.0326 -0.1318
O -0.0201 -0.0592 0.0727
O -0.0483 0.0221 -0.1363
O -0.0325 0.0498 -0.1371
O 0.0098 0.0667 -0.157
O -0.0105 -0.0029 -0.0703
O -0.0437 0.0388 -0.1458
O -0.0121 0.0168 -0.0758
O 0.0263 -0.0522 -0.1398
O -0.0001 -0.0036 -0.0566
O -0.048 -0.0422 -0.0464
O 0.041 0.0043 0.0315

The program warned: the cutoff lies below the one the program advises for these potential files; the forces do not sum to zero within the program's tolerance; empty levels may hold ghost states of the PAW files; the exchange-correlation potential is rough where the density is thin.
